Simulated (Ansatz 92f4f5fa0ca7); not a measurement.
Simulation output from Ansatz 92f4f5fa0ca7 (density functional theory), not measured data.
Periodic cell of 228 atoms, Si134O92H2, from a study of silicon, its oxide and their interface. The atomic structure is a simulated model.
Doubt: the cutoff is low for norm-conserving oxygen, so forces and energies are approximate.
Doubt: the program's own warning below bears on the result.

Settings
functional: HSE06
potential files: SPMS norm-conserving
basis: plane waves
wave-function cutoff: 800 eV
density cutoff ratio: 4
exchange-correlation grid ratio: 1
k mesh: 1 x 1 x 1, Gamma-centred
occupations: fixed
spin: none
net charge: 0

Cell vectors (angstrom)
a	10.938	0	0
b	0	10.938	0
c	0	0	32.2021

Atoms: element, x, y, z (angstrom)
Si	0.2322	-0.3618	24.8489
Si	5.5368	-0.3092	24.6737
Si	2.5838	2.9062	24.7198
Si	8.0167	3.1327	24.5677
Si	0.205	5.0414	24.6944
Si	5.6701	5.3056	24.8115
Si	2.4567	8.2593	24.9325
Si	7.8615	8.4497	24.64
Si	1.395	1.3197	26.0335
Si	6.8301	1.3702	25.8115
Si	4.0879	4.1036	26.0697
Si	9.5601	4.0364	26.1041
Si	1.223	6.7115	26.0953
Si	6.8624	6.8524	26.0808
Si	4.0954	9.4789	26.1258
Si	9.4728	9.5272	26.0441
Si	2.7607	-0.0106	27.4331
Si	8.1644	0.0523	27.3561
Si	0.0194	2.6767	27.4265
Si	5.4975	2.702	27.3561
Si	2.7205	5.465	27.4338
Si	8.2376	5.4801	27.432
Si	-0.0672	8.1801	27.424
Si	5.4873	8.1674	27.4646
Si	4.1018	1.3673	28.7839
Si	9.5708	1.3673	28.7839
Si	1.3673	4.1018	28.7839
Si	6.8362	4.1018	28.7839
Si	4.1018	6.8362	28.7839
Si	9.5708	6.8362	28.7839
Si	1.3673	9.5708	28.7839
Si	6.8362	9.5708	28.7839
Si	0	0	30.1511
Si	5.469	0	30.1511
Si	2.7345	2.7345	30.1511
Si	8.2035	2.7345	30.1511
Si	0	5.469	30.1511
Si	5.469	5.469	30.1511
Si	2.7345	8.2035	30.1511
Si	8.2035	8.2035	30.1511
Si	1.3673	1.3673	31.5184
Si	6.8362	1.3673	31.5184
Si	4.1018	4.1018	31.5184
Si	9.5708	4.1018	31.5184
Si	1.3673	6.8362	31.5184
Si	6.8362	6.8362	31.5184
Si	4.1018	9.5708	31.5184
Si	9.5708	9.5708	31.5184
Si	2.7345	0	0.6835
Si	8.2035	0	0.6835
Si	0	2.7345	0.6835
Si	5.469	2.7345	0.6835
Si	2.7345	5.469	0.6835
Si	8.2035	5.469	0.6835
Si	0	8.2035	0.6835
Si	5.469	8.2035	0.6835
Si	4.1018	1.3673	2.0507
Si	9.5708	1.3673	2.0507
Si	1.3673	4.1018	2.0507
Si	6.8362	4.1018	2.0507
Si	4.1018	6.8362	2.0507
Si	9.5708	6.8362	2.0507
Si	1.3673	9.5708	2.0507
Si	6.8362	9.5708	2.0507
Si	0	0	3.418
Si	5.469	0	3.418
Si	2.7345	2.7345	3.418
Si	8.2035	2.7345	3.418
Si	0	5.469	3.418
Si	5.469	5.469	3.418
Si	2.7345	8.2035	3.418
Si	8.2035	8.2035	3.418
Si	1.3796	1.3673	4.6968
Si	6.8508	1.3786	4.7775
Si	4.0986	4.1202	4.7634
Si	9.5607	4.1447	4.7887
Si	1.3455	6.859	4.8596
Si	6.8219	6.8791	4.7639
Si	4.0953	9.564	4.7867
Si	9.5947	9.5511	4.8385
Si	2.7326	0.0424	6.0782
Si	8.2324	0.0618	6.1598
Si	0.0708	2.7655	6.0296
Si	5.5426	2.8119	6.1071
Si	2.7458	5.4749	6.177
Si	8.27	5.6204	6.1419
Si	0.0332	8.2236	6.3565
Si	5.4464	8.2141	6.1782
Si	3.9081	1.6503	7.3004
Si	9.9129	1.231	7.3701
Si	1.6246	3.8221	7.4402
Si	6.7073	4.4496	7.3767
Si	4.3603	6.5611	7.5023
Si	9.2595	7.1747	7.7059
Si	1.2038	9.9374	7.54
Si	7.0065	9.4479	7.4301
O	5.5139	5.4522	7.9129
O	0.0209	0.0859	7.9369
O	2.7906	2.7293	7.8417
O	8.1544	8.3742	7.891
O	1.388	9.4378	24.5198
O	6.7557	4.1672	24.3305
O	6.6956	9.544	24.1807
O	1.4312	4.0065	24.3017
O	6.3402	10.0279	8.8252
O	0.9607	4.2314	8.8976
O	1.9484	9.5395	8.9537
O	7.5748	4.055	8.7255
O	9.4784	6.7106	9.3028
O	4.5142	0.9655	8.653
O	3.727	7.044	8.9389
O	9.5258	2.1491	8.681
O	4.6369	0.1192	23.3529
O	8.7955	3.1915	23.0751
O	10.4408	5.3063	23.2173
O	5.1841	6.0609	23.4291
O	8.451	7.8215	23.2402
O	3.2933	2.3784	23.3188
O	2.9113	7.4457	23.5843
O	10.6084	0.0505	23.3494
Si	-0.447	9.1321	12.3494
Si	9.0911	2.6743	14.7667
Si	4.101	12.0628	14.2926
Si	-0.0275	11.5981	13.6314
Si	10.3623	4.855	16.6165
Si	2.188	4.8035	14.9192
Si	11.0853	3.7926	19.5064
Si	3.5215	0.9737	22.5069
Si	2.0641	9.4891	10.5798
Si	0.1947	-2.9955	20.6234
Si	7.3938	2.4669	19.6555
Si	8.1909	2.7144	9.4077
Si	4.6275	-0.4295	11.7794
Si	8.7188	6.9581	10.7581
Si	1.3403	4.297	10.4825
Si	4.9912	11.3572	19.8809
Si	11.5099	-0.2418	22.0075
Si	3.3853	6.7555	10.5141
Si	9.4212	4.4723	22.2212
Si	3.5145	7.4912	15.3996
Si	4.8049	3.3528	15.9376
Si	9.3452	4.1229	11.8645
Si	-0.7023	1.0035	19.3699
Si	15.6447	0.7768	17.0506
Si	6.4826	4.8377	17.7714
Si	0.9341	-1.7498	14.9004
Si	12.7841	2.6598	12.6545
Si	2.1924	5.6773	20.5164
Si	15.183	6.6561	18.4292
Si	6.4892	-2.5897	14.5347
Si	5.572	8.3767	20.5217
Si	8.3575	7.1223	16.8433
Si	5.9652	7.608	11.6369
Si	7.4233	0.1971	15.5508
Si	8.311	7.217	21.7229
Si	3.9628	6.7207	22.5948
Si	5.8858	0.5479	9.3984
Si	9.738	-1.208	17.1806
O	9.539	7.7403	20.8062
O	6.0182	15.3523	16.2363
O	11.6228	-1.8106	21.619
O	7.2585	14.568	18.5163
O	5.6177	9.9949	20.5096
O	8.7688	-0.2432	16.3136
O	7.082	1.5794	9.1375
O	0.9571	-4.3665	21.067
O	6.6817	-3.3531	13.1015
O	12.5847	4.2443	19.9847
O	0.525	-2.6909	19.0534
O	0.599	9.6935	11.2317
O	-1.4928	8.1529	11.6076
O	1.716	4.0224	13.5667
O	5.2417	9.0461	11.4924
O	3.2716	5.5144	21.7263
O	7.1518	7.3815	10.5364
O	4.217	0.0929	18.4559
O	-0.6081	10.673	18.3674
O	2.0848	0.2523	22.3371
O	-1.1009	10.531	12.9654
O	4.7097	-0.0507	13.3542
O	7.4321	7.5625	15.5875
O	3.7246	0.4638	15.7572
O	-2.2402	-5.3335	11.6707
O	4.6853	13.3376	17.2614
O	2.203	3.0468	11.1087
O	2.6016	8.05	11.0845
O	9.1346	3.5985	13.4028
O	5.1282	-3.0524	19.0295
O	9.6572	6.2922	16.3185
O	5.1035	5.2713	18.5537
O	9.3687	3.6735	16.0378
O	-0.6153	1.6126	14.7971
O	6.9797	-11.9526	14.5132
O	2.3729	8.6344	15.3663
O	6.2202	11.2405	16.6522
O	10.8907	4.3283	11.3518
O	14.7414	-3.948	16.916
O	5.6017	0.6003	10.9889
O	6.984	7.7424	20.9661
O	7.7627	1.6915	14.8991
O	10.1113	14.8566	20.8359
O	1.1532	10.7123	14.336
O	2.3192	5.5639	10.7028
O	13.8223	6.2422	14.5349
O	11.82	4.9178	15.8871
O	0.268	8.3613	13.6272
O	4.4566	7.898	21.5988
O	10.9182	9.1794	16.2086
O	0.5231	12.6457	12.516
O	8.5503	3.0231	10.9523
O	10.7448	0.5591	20.8395
O	10.5543	4.6938	18.2432
O	8.7189	1.5635	19.412
O	2.8514	6.4914	19.2572
O	11.1953	-8.6775	18.9524
O	6.1729	12.3662	19.4946
O	14.2775	4.0138	15.7474
O	8.2856	5.5783	21.7926
O	4.7692	6.5053	11.3695
O	4.8957	8.1561	14.8627
O	-2.0922	8.4422	17.6788
O	5.1077	13.3328	14.631
O	3.1112	-0.3393	11.1682
O	7.462	-4.804	17.7759
O	4.0655	1.1775	20.987
O	13.8682	1.7475	13.3977
H	7.3617	3.0764	20.9905
H	1.3501	-3.101	18.7389

Results
free energy: -56426.854 eV
free energy less fixed offsets of H -15.86, O -447.96, Si -113.29 eV per atom: -1.954 eV
gap between the highest filled and lowest empty level on this k mesh: 1.207 eV

The program warned: the cutoff lies below the one the program advises for these potential files; the model core charge is not resolved on the grid; the forces do not sum to zero within the program's tolerance; the exchange-correlation potential is rough where the density is thin.
